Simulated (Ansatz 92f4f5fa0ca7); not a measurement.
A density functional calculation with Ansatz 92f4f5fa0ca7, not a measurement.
Periodic cell of 222 atoms, Si131O89B2, from a study of silicon, its oxide and their interface. The atomic structure is a simulated model.
Doubt: the cutoff is far below the 930 eV that the study's wrapper takes by default for these files, so forces and energies are approximate.
This geometry differs little from another in the collection (a relaxation step or a small displacement).

Settings
functional: PBE
potential files: Ansatz PAW
basis: plane waves
wave-function cutoff: 580 eV
density cutoff ratio: 5
exchange-correlation grid ratio: 1
k mesh: 1 x 1 x 1, Gamma-centred
self-consistency stop: 5e-08 eV per atom in the density residual
occupations: fixed
spin: none
net charge: 0

Cell vectors (angstrom)
a, 10.938, 0, 0
b, 0, 10.938, 0
c, 0, 0, 32.1988

Atoms: element, x, y, z (angstrom)
Si, 10.6051, 0.1715, 24.7709
Si, 5.7433, 10.6373, 24.7404
Si, 2.5124, 2.937, 24.6387
Si, 8.4765, 2.4588, 24.7785
Si, 0.3958, 5.2768, 24.7011
Si, 5.2269, 5.6696, 24.822
B, 3.2789, 7.6873, 25.2519
Si, 7.9689, 8.4275, 24.7573
Si, 1.3501, 1.3481, 25.9622
Si, 6.8818, 1.2864, 26.093
Si, 4.0677, 4.0543, 26.0538
Si, 9.6861, 4.0965, 26.0011
Si, 1.5305, 6.8598, 26.0548
Si, 6.8401, 6.8302, 26.0677
Si, 4.1001, 9.4569, 26.0056
Si, 9.5059, 9.5697, 26.1399
Si, 2.7412, -0.0314, 27.3227
Si, 8.1942, -0.0267, 27.5447
Si, 0.0412, 2.7083, 27.4215
Si, 5.4857, 2.6978, 27.3823
Si, 2.7653, 5.4161, 27.4959
Si, 8.2568, 5.4394, 27.359
Si, 0.0421, 8.1823, 27.3739
Si, 5.496, 8.1751, 27.4846
Si, 4.1002, 1.3344, 28.7386
Si, 9.5976, 1.368, 28.8094
Si, 1.3702, 4.0675, 28.8165
Si, 6.8619, 4.0865, 28.7427
Si, 4.1246, 6.8068, 28.8263
Si, 9.6045, 6.8147, 28.7492
Si, 1.3862, 9.567, 28.7494
Si, 6.8272, 9.5503, 28.8596
Si, 0.0223, -0.0151, 30.1475
Si, 5.4563, 0.0028, 30.1622
Si, 2.7562, 2.7079, 30.1444
Si, 8.2126, 2.7303, 30.1478
Si, 0.0069, 5.4551, 30.1518
Si, 5.5022, 5.4412, 30.1535
Si, 2.7385, 8.1997, 30.1452
Si, 8.2322, 8.1704, 30.15
Si, 1.3673, 1.3673, 31.515
Si, 6.8362, 1.3673, 31.515
Si, 4.1018, 4.1018, 31.515
Si, 9.5708, 4.1018, 31.515
Si, 1.3673, 6.8362, 31.515
Si, 6.8362, 6.8362, 31.515
Si, 4.1018, 9.5708, 31.515
Si, 9.5708, 9.5708, 31.515
Si, 2.7345, 0, 0.6835
Si, 8.2035, 0, 0.6835
Si, 0, 2.7345, 0.6835
Si, 5.469, 2.7345, 0.6835
Si, 2.7345, 5.469, 0.6835
Si, 8.2035, 5.469, 0.6835
Si, 0, 8.2035, 0.6835
Si, 5.469, 8.2035, 0.6835
Si, 4.1252, 1.357, 2.0541
Si, 9.57, 1.353, 2.0528
Si, 1.3706, 4.1177, 2.0366
Si, 6.8506, 4.0829, 2.0576
Si, 4.1086, 6.8243, 2.0544
Si, 9.5812, 6.8324, 2.0502
Si, 1.3847, 9.5467, 2.0508
Si, 6.831, 9.5883, 2.0496
Si, -0.003, -0.0363, 3.3898
Si, 5.4892, 0.0083, 3.4681
Si, 2.7743, 2.7762, 3.3668
Si, 8.1934, 2.6962, 3.4463
Si, 0.021, 5.4765, 3.4319
Si, 5.4846, 5.4595, 3.4079
Si, 2.7686, 8.2044, 3.4442
Si, 8.208, 8.2202, 3.38
Si, 1.3885, 1.3898, 4.6289
Si, 6.8457, 1.3465, 4.9051
Si, 4.1539, 4.0846, 4.8002
Si, 9.5746, 4.0828, 4.7613
Si, 1.4138, 6.8311, 4.8171
Si, 6.8237, 6.885, 4.7247
Si, 4.1351, 9.5749, 4.8458
Si, 9.5539, 9.5488, 4.7851
Si, 2.7431, 0.1099, 6.0544
Si, 8.2039, -0.0644, 6.2629
Si, 0.0236, 2.6712, 6.0422
Si, 5.4732, 2.7229, 6.2875
Si, 2.8126, 5.4767, 6.1782
Si, 8.1699, 5.4812, 6.0375
Si, 0.0093, 8.1863, 6.1504
Si, 5.5261, 8.2164, 6.2278
Si, 3.8306, 1.5709, 7.5958
Si, 9.834, 1.1389, 7.4509
Si, 1.6241, 3.8, 7.3078
Si, 6.6455, 4.4177, 7.473
Si, 4.4017, 6.6323, 7.545
Si, 9.36, 6.9515, 7.4005
Si, 1.1373, 9.9199, 7.2885
Si, 7.1528, 9.2241, 7.6621
O, 8.3124, 8.0935, 7.9222
O, 2.7155, 2.7382, 7.9447
O, 9.5426, 1.3221, 24.1801
O, 4.0683, 6.8717, 24.4998
O, 0.0258, 0.0256, 7.9557
O, 5.5204, 5.5075, 8.0328
O, 6.8605, 9.5336, 24.1986
O, 1.4491, 4.1166, 24.1369
O, 3.8571, 7.3864, 8.9347
O, 0.8147, 4.3723, 8.6064
O, 9.8097, 6.169, 8.7895
O, 2.1139, 9.3836, 8.4917
O, 7.5039, 3.9225, 8.7926
O, 4.2508, 0.925, 9.068
O, 6.7052, 9.5522, 9.2128
O, 9.1995, 1.8494, 8.799
O, 7.721, 3.2093, 23.5251
O, 10.7691, 6.0972, 23.3888
O, 5.1024, 0.4213, 23.4099
O, 5.7698, 5.0885, 23.3785
O, 3.1659, 2.251, 23.2794
O, 8.6663, 7.7557, 23.4238
O, 0.1997, 10.1491, 23.5439
Si, 4.4277, 1.5759, 22.4781
Si, 3.4654, 7.9452, 14.0184
Si, 7.0813, 0.9801, 14.6714
B, 0.2698, 9.6847, 22.2536
Si, 1.1598, 4.3117, 11.8781
Si, 6.2361, 8.9783, 15.3159
Si, 0.6449, 1.3732, 12.2966
Si, 8.6155, 5.0537, 20.5355
Si, 0.3211, 5.7126, 9.3565
Si, 5.0321, 3.1232, 17.9493
Si, 0.835, 3.7794, 16.7285
Si, 10.3358, 2.9355, 19.2021
Si, 5.2645, 1.1835, 10.3437
Si, 0.7448, 0.2613, 19.84
Si, 6.622, 9.4588, 10.8506
Si, 9.2583, 9.7127, 18.281
Si, 9.3682, 9.249, 12.5449
Si, 6.5647, 3.8864, 22.6004
Si, 2.4362, 8.0709, 9.3753
Si, 10.5482, 7.4017, 17.0735
Si, 2.4665, 6.3183, 16.5736
Si, 10.1428, 4.5056, 14.1707
Si, 6.0631, 9.1938, 18.5093
Si, 7.9541, 2.5668, 9.5691
Si, 8.8464, 2.15, 12.4463
Si, 5.281, 6.2587, 18.0807
Si, 3.8525, 0.5616, 19.4974
Si, 4.2558, 3.8374, 12.049
Si, 5.5146, 6.6064, 12.1365
Si, 7.9456, 2.5495, 17.2235
Si, 4.3128, 2.4797, 14.9682
Si, 1.4892, 1.231, 15.2659
Si, 1.5467, 9.4192, 12.032
Si, 8.0207, 6.8677, 13.8634
Si, 10.329, 9.85, 15.466
Si, 9.8896, 7.1631, 22.5229
Si, 8.0591, 5.5409, 17.434
O, 6.0237, 7.9597, 11.2858
O, 5.9448, 9.1971, 16.891
O, 7.647, 1.3765, 13.1998
O, 0.8523, 1.7556, 13.8678
O, 9.3796, 6.2942, 16.8817
O, 6.7258, 6.2154, 13.1456
O, 5.0772, 4.6659, 18.6104
O, 9.1636, 2.221, 18.2748
O, 2.2774, 0.0859, 19.2014
O, 9.3109, 10.2315, 16.7094
O, 2.768, 4.4327, 11.7053
O, 4.9812, 10.3253, 19.0953
O, 9.392, 3.2582, 13.4753
O, 0.4043, 1.8621, 19.9003
O, 3.1045, 1.3635, 15.0694
O, 8.1274, 5.481, 19.0527
O, 3.8378, 6.6106, 17.4045
O, 4.5167, 3.2814, 16.3901
O, 9.0353, 5.6846, 14.3027
O, 5.5119, 2.7434, 22.1186
O, 10.6166, 4.1577, 15.6716
O, 0.2739, 3.9491, 18.251
O, 10.3221, 10.617, 19.1268
O, 9.6214, 10.036, 13.9957
O, 10.8025, 8.4013, 21.9413
O, 1.1514, 2.1933, 16.5338
O, 9.6837, 3.8228, 20.408
O, 8.0637, 4.0855, 16.7154
O, -0.0634, 9.0986, 11.8829
O, 6.5183, 2.423, 18.0092
O, 5.5632, 10.7169, 11.1886
O, 7.6771, 9.6092, 18.8204
O, 9.9966, 1.0311, 12.0556
O, 1.3089, 6.9577, 9.065
O, 0.6007, 4.7722, 13.3469
O, 5.6382, 7.6378, 18.9996
O, 5.2157, 5.086, 11.5249
O, 2.6922, 7.0156, 15.1186
O, 0.8867, 2.7475, 11.4663
O, 0.8003, 10.7104, 15.5661
O, 2.3939, 8.5966, 10.9077
O, 4.6844, 2.432, 11.2709
O, 4.2164, 3.5069, 13.6791
O, 2.1521, 4.7119, 16.4589
O, 10.6696, 8.2681, 15.685
O, 6.914, 10.3108, 14.6957
O, 2.3131, 8.9647, 13.418
O, 7.985, 1.5792, 15.9059
O, 4.0941, 6.9992, 12.8477
O, 4.0992, 2.0085, 18.7289
O, 7.2827, 4.5513, 21.3147
O, 8.3799, 2.9263, 11.0962
O, 1.1353, 6.8911, 17.3543
O, 5.6047, 1.571, 14.7596
O, 8.1101, 9.7606, 11.5656
O, 9.2763, 6.3516, 21.2545
O, 8.9255, 7.7238, 12.842
O, 1.6202, 0.1268, 11.8789
O, 6.5892, 6.1889, 17.0806
O, 7.3729, 7.8193, 15.0396
O, 0.8154, 10.5128, 21.312
O, 9.9944, 8.2543, 18.3427
O, 3.9518, 0.8545, 21.104
O, 0.3203, 5.3377, 10.9262
O, 6.6799, 1.5688, 9.629
O, 4.7612, 8.7261, 14.6475

Results
free energy: -134206.380 eV
free energy less fixed offsets of B -154.04, O -568.88, Si -635.61 eV per atom: -3.070 eV

Forces (eV/angstrom), in the order of the atoms: element, x, y, z
Si, 0.036, 0.0127, -0.1424
Si, -0.1207, -0.0827, 0.0437
Si, -0.0129, 0.0123, -0.0754
Si, -0.0213, 0.0237, 0.086
Si, 0.1047, 0.0972, 0.0534
Si, -0.2019, 0.2171, -0.1432
B, -0.139, 0.1464, 0.1907
Si, 0.0026, 0.0196, -0.0607
Si, 0.011, -0.0156, 0.02
Si, 0.0449, 0.0433, -0.0091
Si, 0.0043, -0.0997, 0.0756
Si, -0.0414, -0.0175, -0.0463
Si, 0.3083, 0.0549, -0.1014
Si, 0.0816, -0.0148, 0.0543
Si, -0.0562, -0.3097, -0.1131
Si, 0.0088, -0.032, 0.051
Si, 0.0487, -0.0427, 0.0043
Si, -0.0116, 0.0218, -0.0552
Si, -0.0168, -0.0108, -0.0186
Si, 0.0089, 0.0011, -0.0015
Si, -0.1081, 0.0948, -0.0577
Si, 0.0027, -0.0036, -0.0012
Si, 0.0399, -0.0282, 0.0039
Si, -0.0901, 0.1173, -0.0684
Si, -0.028, 0.0093, -0.0128
Si, 0.014, 0.0047, 0.0349
Si, 0.0526, -0.0251, 0.0398
Si, 0.015, -0.0199, -0.0073
Si, 0.0148, -0.0241, 0.046
Si, -0.0207, 0.0119, -0.0092
Si, -0.0216, 0.0174, -0.0173
Si, 0.0143, -0.0762, 0.0502
Si, -0.0003, 0.0008, 0.0004
Si, -0.014, -0.0141, -0.0054
Si, -0.0075, -0.0113, 0.0256
Si, -0.0075, 0.015, -0.018
Si, 0.0135, 0.0166, -0.0049
Si, -0.0157, 0.019, -0.0035
Si, 0.002, -0.0026, -0.0211
Si, 0.0034, 0.019, 0.0238
Si, 0.1127, -0.0709, 0.031
Si, 0.0069, 0.0848, -0.0368
Si, 0.0888, -0.1365, -0.0271
Si, -0.0645, 0.0379, 0.0241
Si, -0.0069, 0.0264, -0.064
Si, 0.1524, -0.1051, 0.0612
Si, -0.1234, -0.0202, 0.0571
Si, 0.0866, -0.0667, -0.0267
Si, 0.0272, -0.0393, 0.126
Si, -0.0639, 0.0388, -0.0899
Si, -0.0422, -0.0036, 0.0628
Si, 0.0865, -0.0288, 0.0267
Si, -0.022, 0.1708, -0.1281
Si, 0.0576, -0.0786, 0.1119
Si, 0.0875, -0.0828, -0.007
Si, -0.0262, 0.0401, 0.0575
Si, -0.0109, -0.0051, 0.0079
Si, -0.0034, 0.013, -0.0078
Si, 0.0042, -0.0092, 0.0074
Si, 0.0028, 0.0071, -0.0026
Si, -0.0047, 0.0049, -0.0034
Si, 0.0009, -0.0035, 0.0079
Si, 0.0044, 0.0024, 0.0033
Si, 0.0006, -0.0064, 0.0019
Si, -0.0214, -0.0266, -0.0332
Si, 0.0153, 0.0001, 0.0148
Si, 0.0152, 0.0431, -0.0417
Si, -0.0053, -0.023, 0.0166
Si, 0.0109, 0.0039, 0.0109
Si, -0.0115, 0.002, -0.0244
Si, 0.0169, -0.0021, 0.0205
Si, -0.0061, 0.0169, -0.0346
Si, 0.005, -0.0002, 0.0499
Si, -0.0035, 0.0128, -0.0214
Si, -0.0076, -0.0166, 0.0298
Si, -0.0006, 0.014, -0.0127
Si, -0.0105, 0.001, -0.005
Si, -0.0006, -0.004, 0.0183
Si, -0.015, -0.0026, -0.0297
Si, 0.0142, 0.0085, 0.0299
Si, -0.0102, -0.0017, 0.0015
Si, 0.0008, -0.0039, -0.0045
Si, -0.0024, -0.0017, -0.0091
Si, -0.0002, 0.0135, -0.0013
Si, -0.0032, -0.004, -0.0104
Si, -0.0013, 0.0002, 0.0039
Si, -0.0006, 0.0089, -0.0033
Si, -0.0023, 0.0004, -0.002
Si, 0.0053, 0.0084, 0.0035
Si, -0.0062, -0.0185, 0.0167
Si, 0.0228, 0.0033, 0.0154
Si, -0.0093, -0.0249, -0.0113
Si, -0.0047, -0.0102, 0.0175
Si, 0.012, 0.0003, 0.004
Si, -0.0032, -0.0148, -0.0098
Si, 0.0126, 0.007, 0.0208
O, -0.0097, -0.0001, -0.0124
O, -0.0186, 0.0082, -0.0002
O, 0.0154, -0.0229, 0.0295
O, 0.1075, -0.1154, -0.0136
O, -0.0028, 0.01, -0.0015
O, -0.002, 0.0134, -0.003
O, 0.0467, -0.0039, -0.001
O, -0.022, -0.0471, 0.0171
O, 0.0021, -0.0021, -0.0107
O, 0.0007, -0.003, -0.0138
O, -0.0023, -0.0009, 0.0002
O, 0.0009, 0.0034, 0.0009
O, 0.0024, 0.0051, 0.0029
O, -0.0008, -0.0019, -0.0016
O, -0.0033, -0.0021, -0.01
O, 0.0023, 0, -0.0118
O, 0.0075, -0.0066, -0.0097
O, -0.0335, 0.0063, -0.046
O, 0.0094, 0.0356, -0.0337
O, -0.0033, 0.0025, 0.1189
O, 0.0033, 0.004, 0.0034
O, -0.0116, -0.0032, 0.007
O, -0.0012, 0.0318, 0.0704
Si, 0.0088, -0.0278, 0.0162
Si, -0.0072, 0.0008, -0.0148
Si, -0.007, 0.0036, -0.0171
B, -0.0373, 0.0258, -0.012
Si, -0.0034, 0.0018, -0.0061
Si, -0.0015, -0.0003, -0.0263
Si, -0.0018, 0.0003, -0.0096
Si, 0.0008, 0.0028, -0.0091
Si, -0.0047, 0.0039, 0.004
Si, -0.0021, 0.0041, -0.0202
Si, -0.0034, 0.0053, -0.0233
Si, -0.0021, 0.002, -0.0217
Si, -0.0068, 0.004, -0.003
Si, -0.012, -0.0062, 0.0195
Si, -0.002, 0.002, 0.0017
Si, -0.0007, -0.0063, -0.0157
Si, -0.0009, -0.0017, -0.0111
Si, 0.0186, -0.0205, -0.021
Si, -0.0078, 0.0061, 0.0014
Si, -0.0054, 0.0035, -0.0168
Si, -0.0055, 0.0016, -0.0208
Si, -0.003, 0.0016, -0.0148
Si, 0.0054, 0.0051, -0.0175
Si, -0.0084, 0.0056, 0.0009
Si, -0.0038, 0.0032, -0.0055
Si, -0.011, -0.0033, -0.0233
Si, 0.0055, 0.011, 0.0019
Si, -0.002, 0.0017, -0.0088
Si, -0.0026, 0.0005, -0.0054
Si, -0.0014, 0.0003, -0.021
Si, -0.0036, 0.0014, -0.021
Si, -0.0049, 0.0018, -0.0194
Si, -0.0047, 0.0026, -0.0063
Si, -0.0032, 0.0001, -0.0174
Si, -0.0005, -0.0004, -0.0203
Si, 0.0336, -0.0045, -0.0107
Si, 0.0045, 0.0037, -0.025
O, -0.0025, 0.0038, -0.0004
O, -0.006, 0.0013, 0.0122
O, -0.0036, 0.0028, 0.0032
O, -0.0013, 0.0024, 0.0059
O, -0.0082, 0.0027, 0.0081
O, -0.0058, 0.0038, 0.0029
O, -0.0048, -0.0006, 0.0057
O, -0.0003, 0.0034, 0.0054
O, 0.0014, -0.0015, -0.0025
O, -0.0052, 0.0072, 0.0151
O, -0.0051, 0.0019, 0.0023
O, -0.0008, 0.0026, 0.0005
O, -0.0044, 0.0014, 0.0026
O, -0.0045, 0.0106, -0.0038
O, -0.0033, 0.0023, 0.0061
O, -0.0055, 0.0011, 0.0131
O, 0.0009, 0.0037, 0.0079
O, -0.0038, 0.0038, 0.015
O, -0.0034, 0.002, 0.0053
O, 0.0027, 0.0167, -0.0017
O, -0.0018, -0.0008, 0.0059
O, -0.0058, -0.0009, 0.0114
O, -0.0069, 0.0059, 0.0013
O, -0.0034, 0.0043, 0.0089
O, -0.0013, -0.0131, 0.0197
O, -0.0058, 0.0004, 0.0105
O, -0.0045, 0.003, 0.0082
O, -0.0068, 0.0047, 0.0101
O, -0.0037, 0.0028, 0.0011
O, -0.0092, 0.0004, 0.0096
O, -0.0023, 0.0016, 0.0016
O, -0.0094, 0.0034, 0.0027
O, -0.0042, 0.001, 0.0018
O, -0.0034, 0.0013, -0.0029
O, -0.0033, 0.002, 0.0025
O, -0.005, 0.0036, 0.0084
O, -0.0036, 0.0022, 0.0008
O, -0.004, 0.001, 0.009
O, -0.0037, 0.0028, -0.0001
O, -0.0041, 0.0033, 0.0074
O, -0.0001, -0.0003, -0.0044
O, -0.0019, 0.0005, 0.0004
O, -0.0044, 0.0005, 0.0059
O, -0.0045, 0.0015, 0.0068
O, -0.0048, 0.001, 0.0085
O, -0.0039, 0.001, 0.0085
O, -0.0034, 0.003, 0.0039
O, -0.0017, 0.0054, 0.0095
O, -0.0031, 0.0028, 0.0033
O, -0.0069, -0.003, 0.0039
O, -0.0143, -0.0024, 0.0084
O, -0.0011, 0.0006, 0.0002
O, -0.0056, 0.0014, 0.0037
O, -0.0032, 0.0006, 0.0076
O, -0.0051, 0.0011, -0.0004
O, 0.0028, 0.0028, 0.009
O, -0.0045, 0.0032, 0.004
O, -0.0048, 0.0036, 0.0012
O, -0.0036, 0.0029, 0.0093
O, -0.006, 0.0044, 0.0076
O, -0.0128, -0.0058, -0.0089
O, -0.0056, 0.0086, 0.0061
O, -0.002, 0.0096, -0.0035
O, -0.0008, 0.0028, -0.0034
O, 0.0003, 0.0019, -0.0021
O, 0.0003, 0.0061, 0.0079

The program warned: the cutoff lies below the one the program advises for these potential files; the exchange-correlation potential is rough where the density is thin.
